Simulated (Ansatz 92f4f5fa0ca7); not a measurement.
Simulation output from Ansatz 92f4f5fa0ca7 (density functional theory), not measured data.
Periodic cell of 227 atoms, Si134O91H1N1, from a study of silicon, its oxide and their interface. The atomic structure is a simulated model.
Doubt: the cutoff is far below the 930 eV that the study's wrapper takes by default for these files, so forces and energies are approximate.
This geometry differs little from another in the collection (a relaxation step or a small displacement).

Settings
functional: PBE
potential files: Ansatz PAW
basis: plane waves
wave-function cutoff: 580 eV
density cutoff ratio: 5
exchange-correlation grid ratio: 1
k mesh: 1 x 1 x 1, Gamma-centred
self-consistency stop: 5e-08 eV per atom in the density residual
occupations: fixed
spin: none
net charge: 0

Cell vectors (angstrom)
a	10.938	0	0
b	0	10.938	0
c	0	0	32.8838

Atoms and the computed forces on them: element, x, y, z (angstrom), force x, y, z (eV/angstrom)
Si	0.276	-0.2378	25.4269	0.1259	-0.1036	-0.0965
Si	5.8605	-0.2512	25.4174	0.1111	-0.1271	-0.0941
Si	2.5244	3.0744	25.2801	-0.0499	0.0873	-0.158
Si	7.9348	3.2162	25.3096	-0.0556	0.0677	-0.0984
Si	0.2512	5.3362	25.2578	0.0755	-0.0105	-0.0999
Si	5.6952	5.4901	25.4319	0.0955	-0.0432	-0.1219
Si	2.4765	8.4058	25.4577	-0.1048	0.0686	-0.0743
Si	8.0006	8.3644	25.725	-0.1424	0.1069	-0.2235
Si	1.4004	1.4471	26.6485	0.0032	-0.0516	0.0293
Si	6.8874	1.4774	26.6364	0.0093	-0.0041	-0.0011
Si	4.0873	4.2016	26.6451	0.0312	0.0269	-0.0002
Si	9.5937	4.2026	26.6519	-0.0114	-0.0052	0.0165
Si	1.3331	6.842	26.7578	0.0202	0.0181	-0.0217
Si	6.7964	6.8582	26.9775	0.01	-0.0128	0.0115
Si	4.1285	9.609	26.6752	0.0365	0.0028	-0.0018
Si	9.6307	9.6184	26.8036	0.0284	0.0286	0.0086
Si	2.7445	0.0445	28.0585	-0.0312	-0.0055	-0.03
Si	8.2051	0.0722	28.0855	-0.0318	-0.037	-0.0356
Si	-0.0283	2.749	28.0474	0.0217	0.0166	-0.0114
Si	5.4365	2.762	28.0388	-0.0061	0.0148	-0.0143
Si	2.7363	5.4921	28.0985	-0.0259	-0.0292	-0.0242
Si	8.2467	5.4648	28.1503	-0.0453	-0.0231	-0.0381
Si	-0.014	8.1927	28.1421	0.0149	0.0148	-0.0429
Si	5.3852	8.2515	28.1669	0.0221	0.0416	-0.0504
Si	4.1018	1.3673	29.4655	0.0954	0.1439	-0.1719
Si	9.5708	1.3673	29.4655	0.074	0.2669	0.0444
Si	1.3673	4.1018	29.4655	-0.0964	-0.0382	-0.2657
Si	6.8362	4.1018	29.4655	-0.033	-0.2355	-0.1356
Si	4.1018	6.8362	29.4655	-0.381	0.0117	0.4516
Si	9.5708	6.8362	29.4655	0.0542	0.0446	0.5644
Si	1.3673	9.5708	29.4655	0.2152	0.1142	-0.1626
Si	6.8362	9.5708	29.4655	-0.008	0.3701	-0.0722
Si	0	0	30.8328	0.06	0.0253	-0.0444
Si	5.469	0	30.8328	0.106	0.0436	0.0028
Si	2.7345	2.7345	30.8328	-0.0057	-0.0281	-0.0447
Si	8.2035	2.7345	30.8328	-0.0258	-0.0342	0.014
Si	0	5.469	30.8328	0.0168	0.0359	0.0243
Si	5.469	5.469	30.8328	0.046	0.0355	-0.0422
Si	2.7345	8.2035	30.8328	0.0298	-0.0407	0.0402
Si	8.2035	8.2035	30.8328	0.0445	-0.0261	-0.0335
Si	1.3673	1.3673	32.2	-0.0069	0.0022	-0.0003
Si	6.8362	1.3673	32.2	-0.0095	-0.0009	-0.0123
Si	4.1018	4.1018	32.2	-0.0029	0.0195	-0.0221
Si	9.5708	4.1018	32.2	-0.0011	0.0206	-0.0331
Si	1.3673	6.8362	32.2	-0.0205	0.0506	-0.0145
Si	6.8362	6.8362	32.2	-0.0284	0.0396	-0.0094
Si	4.1018	9.5708	32.2	-0.0281	-0.0231	-0.0373
Si	9.5708	9.5708	32.2	-0.0582	-0.0232	-0.0135
Si	2.7345	0	0.6835	0.0483	-0.0506	0.0147
Si	8.2035	0	0.6835	-0.0164	0.0339	0.0439
Si	0	2.7345	0.6835	-0.0296	0.0141	-0.0088
Si	5.469	2.7345	0.6835	0.0607	-0.0465	0.0174
Si	2.7345	5.469	0.6835	0.0063	-0.0014	0.0351
Si	8.2035	5.469	0.6835	0.0266	-0.0175	0.0133
Si	0	8.2035	0.6835	0.0628	-0.0394	0.0223
Si	5.469	8.2035	0.6835	-0.0129	0.0366	-0.0062
Si	4.1018	1.3673	2.0507	-0.0694	0.0273	0.0055
Si	9.5708	1.3673	2.0507	0.1015	0.047	-0.0097
Si	1.3673	4.1018	2.0507	-0.0646	-0.0666	-0.023
Si	6.8362	4.1018	2.0507	-0.0311	0.0771	0.0179
Si	4.1018	6.8362	2.0507	0.0915	0.0901	0.0326
Si	9.5708	6.8362	2.0507	-0.1308	0.0272	0.0546
Si	1.3673	9.5708	2.0507	-0.0641	-0.0153	-0.0185
Si	6.8362	9.5708	2.0507	-0.0951	-0.1785	0.0004
Si	0	0	3.418	0.242	0.231	-0.3983
Si	5.469	0	3.418	-0.1395	-0.216	0.1995
Si	2.7345	2.7345	3.418	-0.144	-0.1752	-0.2063
Si	8.2035	2.7345	3.418	0.2076	0.2126	0.2074
Si	0	5.469	3.418	0.0203	-0.5574	0.2992
Si	5.469	5.469	3.418	0.3104	0.0308	-0.0178
Si	2.7345	8.2035	3.418	-0.1544	-0.007	-0.0588
Si	8.2035	8.2035	3.418	-0.2661	-0.1889	-0.3009
Si	1.3882	1.3374	4.7969	-0.0055	-0.0062	0.0109
Si	6.8545	1.3602	4.7617	0.0082	0.0127	0.0301
Si	4.095	4.0903	4.7353	0.0093	0.0149	0.0262
Si	9.627	4.0231	4.8978	0.0036	0.004	0.0211
Si	1.385	6.7962	4.771	-0.0204	0.0158	0.01
Si	6.8973	6.7918	4.8158	-0.0191	-0.0082	0.0015
Si	4.047	9.5673	4.8134	0.0083	-0.0036	-0.0213
Si	9.5467	9.5996	4.6865	-0.0064	-0.0023	0.0368
Si	2.6733	-0.0272	6.2465	0.0712	0.0489	-0.0402
Si	8.2431	0.0043	6.1039	-0.0058	0.0178	-0.0565
Si	0.0272	2.5279	6.3204	-0.0258	-0.0146	-0.0005
Si	5.4624	2.7132	6.0731	-0.0385	0.0224	-0.0349
Si	2.7166	5.3902	6.1523	0.0061	-0.0419	-0.018
Si	8.3196	5.449	6.3023	-0.0143	0.0493	0.0411
Si	-0.0698	8.1914	5.9734	0.0514	0.0213	-0.1033
Si	5.386	8.1218	6.0981	0.0126	0.0023	0.012
Si	3.9038	1.6054	7.4588	-0.0549	0.1084	0.1045
Si	9.8156	0.819	7.6943	0.0501	-0.0733	0.0861
Si	1.6326	3.7904	7.529	0.073	-0.0601	0.0925
Si	6.6568	4.2122	7.4237	-0.0784	0.0624	0.1072
Si	4.3968	6.4221	7.4458	0.0451	-0.1239	0.0974
Si	9.3234	7.3231	7.5247	-0.0755	-0.0128	0.1162
Si	1.0563	9.5851	7.4128	-0.1042	-0.054	0.1707
Si	6.9423	9.4049	7.2457	0.0668	-0.102	0.1031
O	5.5443	5.3328	7.9163	0.0095	0.0007	-0.1295
N	-0.2478	-0.5944	8.3921	-0.0082	0.0531	-0.0189
O	2.8256	2.7362	7.9868	-0.0345	-0.0242	-0.1329
O	7.9274	8.1725	7.6861	-0.033	0.0215	-0.1045
O	1.4065	9.571	24.9579	-0.0658	0.0628	0.1696
O	6.7596	4.3235	24.9081	-0.0095	-0.0077	0.1369
O	6.969	9.497	25.1019	0.0723	-0.0392	0.2165
O	-0.3156	6.0526	23.8524	-0.0244	-0.005	0.0606
O	6.5156	10.176	8.6497	-0.0326	-0.0044	-0.0826
O	1.1062	4.4409	8.9559	-0.0051	-0.0284	-0.1211
O	1.7063	8.458	8.4554	0.0455	0.031	-0.0489
O	7.1589	3.4035	8.7642	0.0179	-0.0006	-0.0521
O	9.9368	7.6737	9.0462	-0.0183	-0.0042	-0.0969
O	4.61	1.0826	8.8692	0.0018	-0.0337	-0.0741
O	3.7946	6.8758	8.9199	-0.0002	0.0478	-0.0631
O	9.1558	1.6268	8.9611	0.0152	0.0072	-0.0498
O	5.5081	0.2519	23.891	0.0159	0.0187	0.1363
O	8.6639	2.8978	23.8634	-0.0219	0.0268	0.1376
O	8.4206	6.1257	22.233	-0.0071	-0.0085	0.0554
O	5.265	6.417	24.1248	-0.0369	-0.0079	0.0464
O	8.4742	7.3838	24.5076	0.059	0.0225	-0.005
O	3.3194	2.4743	23.9454	-0.0353	0.035	0.1426
O	2.8946	7.5834	24.085	0.0163	-0.0109	0.0706
O	10.5501	0.2995	24.0197	0.0179	-0.0299	0.0861
Si	5.6641	10.0483	12.3299	0.0881	0.0131	0.1003
Si	9.5328	4.9393	14.6793	-0.0132	-0.0054	-0.036
Si	17.8223	15.2518	16.4765	-0.0222	0.0031	0.0371
Si	2.8773	8.4274	18.3531	0.004	-0.0153	0.0209
Si	4.1844	4.1718	14.8623	0.0084	-0.0028	-0.055
Si	0.0664	0.6896	22.4942	0.014	0.0214	-0.1189
Si	3.6298	14.2768	19.7865	0.0378	0.0305	0.0197
Si	-2.2878	2.5536	22.2795	-0.0437	-0.0663	-0.1336
Si	-2.3284	9.5923	12.2146	0.0476	0.0128	0.0054
Si	2.9677	1.7761	22.4991	-0.1017	-0.0575	-0.1077
Si	6.1912	2.0018	18.4397	0.0243	-0.0032	0.0771
Si	8.1423	2.601	9.7675	-0.0072	-0.0174	0.0456
Si	10.2143	-1.7501	9.6861	0.0565	0.0603	0.0381
Si	14.0233	8.2807	9.3157	-0.0475	0.0021	0.1453
Si	1.3712	7.7873	11.4472	-0.0457	0.0261	0.0432
Si	7.2236	11.3915	20.8927	0.0626	0.0059	-0.0035
Si	8.5415	5.2878	20.8453	0.0014	-0.003	-0.0689
Si	1.5182	4.7453	10.503	0.0234	0.0195	0.145
Si	14.7999	-4.4596	20.2405	-0.0103	-0.0182	-0.0418
Si	-1.164	9.386	21.2356	-0.0681	0.0091	-0.03
Si	6.6161	6.2945	18.9016	0.0395	-0.0001	0.0416
Si	12.6087	1.6117	18.0127	0.0006	-0.0012	0.037
Si	3.7657	-1.3395	14.6057	0.037	0.0205	-0.0018
Si	11.361	7.9404	16.7095	-0.0357	-0.0181	0.008
Si	2.6759	12.5661	14.1101	0.0238	-0.011	-0.0357
Si	4.9318	-0.5157	22.5686	-0.0091	0.0212	-0.1381
Si	10.9504	2.4233	15.5038	-0.0176	-0.011	-0.0311
Si	4.0994	10.856	17.3179	0.0074	-0.0423	0.0104
Si	2.9209	6.8988	15.9298	-0.003	0.0169	-0.0052
Si	3.8094	3.4715	12.0732	-0.0181	-0.0066	0.0404
Si	-1.5778	7.3795	18.9823	0.0075	0.0039	0.0339
Si	6.4835	1.9625	12.1896	-0.0173	-0.0157	0.0907
Si	8.9625	12.4503	13.5589	-0.0091	-0.046	-0.0322
Si	9.939	3.6403	11.9289	-0.0199	-0.0609	0.0574
Si	9.3815	6.9541	23.2488	-0.0357	0.0883	0.0039
Si	4.2592	7.3444	23.2259	0.0209	-0.0122	-0.0265
Si	5.0707	-0.4176	9.2975	0.0339	0.0243	0.0938
Si	10.5809	-3.0928	13.9763	-0.0111	0.0551	-0.0576
O	7.2987	1.7107	21.943	-0.0142	0.0215	0.0297
O	3.7636	9.789	18.5296	-0.0083	0.0062	-0.007
O	8.9055	3.789	21.2662	0.0028	0.0096	0.0508
O	8.7739	10.8998	13.1646	-0.0004	0.0033	0.0062
O	9.9558	8.6591	19.791	-0.0033	-0.0138	0.0213
O	10.9228	8.7456	15.3306	0.0018	-0.0082	0.0211
O	13.7974	8.3147	10.9497	0.0336	-0.0026	-0.111
O	1.367	1.6209	22.4816	0.0579	0.0108	0.0192
O	3.9777	4.5519	13.2882	-0.0104	-0.0003	0.0278
O	9.6444	5.9962	19.8395	-0.0003	0.0098	0.0082
O	3.4666	-8.1976	21.2931	-0.0046	-0.0145	0.0494
O	11.9316	7.6475	13.0381	0.0097	-0.004	-0.0149
O	1.2794	6.3282	10.7475	-0.0063	-0.0192	-0.0519
O	5.1285	13.87	19.2676	-0.0204	-0.0076	-0.0038
O	11.3444	-2.0002	10.8335	-0.0053	-0.0175	-0.0341
O	5.8293	10.6243	21.2243	-0.0478	-0.0223	0.0631
O	9.0075	-1.1521	10.6304	-0.0151	-0.0165	-0.0594
O	3.0371	8.1468	14.8606	-0.0037	-0.0063	-0.0037
O	3.5522	13.5984	15.0812	0.0042	0.0041	0.0136
O	-1.0716	1.6082	21.8504	0.025	-0.0007	0.0659
O	1.3314	6.6665	16.234	0.0103	-0.0022	0.0109
O	3.0349	4.204	10.8398	0.0072	0.0148	-0.0415
O	7.0368	9.1952	12.2134	-0.0387	0.0108	-0.0255
O	7.2086	1.1398	19.4025	-0.0167	0.0227	-0.0392
O	4.7547	-1.7052	13.3777	-0.0183	-0.0066	-0.0162
O	0.1456	10.3076	21.5401	0.0029	0	0.0645
O	8.2408	15.6427	15.6552	-0.0069	-0.0066	-0.0012
O	2.9795	2.1435	12.5762	-0.0012	-0.0027	0.0093
O	16.2887	0.8783	17.6279	-0.0244	-0.0329	-0.0284
O	14.8921	-4.4079	21.8584	0.006	0.0167	0.0655
O	11.4168	13.1119	17.0396	-0.0144	-0.0005	0.0083
O	8.9779	14.6613	10.6125	-0.0118	0.0099	-0.0432
O	9.9692	6.4938	14.6403	0.0086	-0.0172	0.0241
O	-7.3072	7.4288	17.2974	0.0094	-0.0018	-0.0148
O	1.1196	1.8328	14.4804	-0.0113	0.013	0.0002
O	1.3851	8.8359	17.7282	-0.0043	-0.0039	-0.0123
O	2.4745	13.7593	18.7606	-0.0311	-0.0166	-0.0107
O	15.9409	-0.6871	10.8744	-0.0074	0.012	-0.0688
O	10.7541	4.0286	15.2706	0.0192	0.0029	0.0263
O	7.2987	1.6444	10.8019	0.0001	0.0047	-0.0802
O	3.5155	11.1839	22.3069	-0.0016	0.0011	0.0553
O	5.3524	3.0387	11.7442	0.0065	0.0062	-0.0362
O	3.494	5.4275	15.6181	-0.0069	0.013	0.0033
O	2.9145	10.9418	14.1798	-0.006	0.0019	0.0022
O	-3.3727	13.3146	13.357	-0.0183	-0.0008	-0.011
O	7.7374	7.4907	18.7693	-0.0143	-0.0132	-0.0122
O	4.5241	-0.9147	15.9828	-0.0031	0.0017	0.0079
O	9.2973	4.5837	13.096	-0.0149	0.0141	-0.0102
O	4.844	8.8221	22.8506	0.001	-0.0454	0.0228
O	5.823	11.5756	12.8705	0.0145	0.0058	-0.0421
O	-1.4108	1.686	15.0873	0.0337	0.0144	0.0473
O	11.9761	0.7044	19.2037	-0.0112	-0.038	-0.0225
O	3.4772	4.9595	19.8179	-0.0099	0.0153	0.0052
O	9.4437	8.4355	12.9843	0.0078	-0.0288	0.0368
O	7.1307	5.228	20.0357	0.0053	0.0167	0.0201
O	-0.864	7.3865	17.529	0.0297	0.0016	-0.0305
O	5.7241	4.0919	15.3587	0.0038	-0.0057	0.0037
O	8.4024	10.2761	21.1213	0.0305	-0.0277	0.0163
O	10.0297	13.0448	12.4764	0.0149	0.0399	-0.0199
O	9.8164	8.2974	22.4461	0.0131	-0.0544	0.0506
O	-10.4159	4.0145	11.5511	0.0088	0.0035	-0.0429
O	5.2519	-4.0101	19.5023	-0.0031	0.0025	0.0063
O	7.0393	13.896	17.4057	0.0141	0.0098	-0.0322
O	13.667	11.7152	17.0707	-0.0122	0.0077	-0.0025
O	3.9764	-1.4504	8.6925	-0.0061	-0.0253	-0.0486
O	2.7439	7.59	19.7527	0.0114	0.0059	0.0069
O	1.3647	4.183	24.7793	0.0128	-0.0156	0.1622
O	6.4477	16.4903	17.4617	0.0007	-0.0007	-0.0241
H	11.6764	-0.1941	18.9871	0.0271	0.0563	-0.019

Results
free energy: -137341.472 eV
free energy less fixed offsets of H -15.97, N -385.13, O -568.88, Si -635.61 eV per atom: -0.552 eV

The program warned: the cutoff lies below the one the program advises for these potential files; the forces do not sum to zero within the program's tolerance; the exchange-correlation potential is rough where the density is thin.
